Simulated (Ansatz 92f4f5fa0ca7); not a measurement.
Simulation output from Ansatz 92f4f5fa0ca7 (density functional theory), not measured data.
Periodic cell of 239 atoms, Si134O105, from a study of silicon, its oxide and their interface. The atomic structure is a simulated model.

Settings: functional PBE; potential files Ansatz PAW; basis plane waves; wave-function cutoff 700 eV; density cutoff ratio 5; exchange-correlation grid ratio 2; k mesh 2 x 2 x 1, shifted by 0.5 0.5 0.5 of a step; self-consistency stop 5e-08 eV per atom in the density residual; occupations Fermi-Dirac, 0.05 eV; spin none; net charge 0.

Cell vectors (angstrom)
a  11.5983  0  0
b  0  15.4644  0
c  -4.6075  -2.6811  24.5629

Atoms: element, x, y, z (angstrom)
Si  1.118  0.4592  2.0812
Si  3.8477  3.0672  -0.2598
Si  1.7137  7.654  -1.1834
Si  0.0208  12.9663  -1.0913
Si  6.6536  -0.6925  0.0407
Si  12.8448  4.502  -0.9938
Si  4.6041  7.8241  -0.2782
Si  5.2557  12.001  -1.7976
Si  10.7796  0.3812  -0.221
Si  8.195  4.8729  1.2659
Si  6.734  9.6334  -1.729
Si  7.9292  11.5711  1.7821
Si  3.4915  0.3509  2.1558
Si  3.6304  4.1012  2.0006
Si  3.8238  8.0865  1.9889
Si  3.9059  12.0304  1.9252
Si  8.1931  0.159  1.6847
Si  5.9693  5.013  -0.7008
Si  11.7662  8.3549  -3.8154
Si  9.3993  10.811  -0.7992
Si  3.8549  0.6247  -0.1368
Si  12.8255  4.3122  2.0935
Si  12.994  8.1304  1.8712
Si  12.9653  12.0926  1.8066
Si  4.2053  2.2577  3.3372
Si  4.2982  6.1398  3.2199
Si  4.3072  10.0509  3.2582
Si  4.2548  13.9036  3.2774
Si  8.1973  2.1608  3.0961
Si  8.2837  7.0975  3.4117
Si  8.1525  9.6313  3.2891
Si  8.2347  13.6943  3.0465
Si  12.1284  2.3696  3.289
Si  12.2256  6.3062  3.2355
Si  12.223  10.0892  3.0007
Si  12.2133  13.9043  3.1729
Si  2.3574  2.2614  4.7684
Si  2.4468  6.2469  4.731
Si  2.3659  10.033  4.6311
Si  2.3955  13.9342  4.6979
Si  6.2895  2.2953  4.5069
Si  6.2912  6.3101  4.535
Si  6.2519  9.997  4.6471
Si  6.3126  13.9169  4.4699
Si  10.1176  2.3511  4.5477
Si  10.2511  6.4153  4.6307
Si  10.2218  10.004  4.473
Si  10.163  13.8973  4.4061
Si  2.379  0.3332  6.119
Si  2.5137  4.2391  5.9411
Si  2.3702  8.1652  6.1735
Si  2.4033  11.9776  5.941
Si  6.2936  0.3629  5.9399
Si  6.4043  4.3055  5.8108
Si  6.1611  8.125  6.0918
Si  6.2614  12.0043  5.885
Si  10.1601  0.3559  5.8713
Si  10.2713  4.3885  5.93
Si  10.254  8.2235  6.1346
Si  10.1632  11.9857  5.7541
Si  4.3628  0.3535  7.374
Si  4.4799  4.2494  7.1959
Si  4.2898  8.187  7.5482
Si  4.3261  11.9855  7.2803
Si  8.2618  0.3633  7.3101
Si  8.2961  4.3779  7.2662
Si  8.1504  8.2216  7.41
Si  8.2552  12.0015  7.1747
Si  11.9885  0.2057  7.3676
Si  12.3078  4.2256  7.399
Si  12.097  8.254  7.666
Si  12.029  12.1216  7.175
Si  4.3832  2.3555  8.6097
Si  1.9123  5.4164  9.2232
Si  4.3129  10.2233  8.8378
Si  4.3037  13.8631  8.7039
Si  8.2181  2.3903  8.5788
Si  8.1011  6.2673  8.7658
Si  8.1575  10.2061  8.7286
Si  6.3001  13.4171  9.868
Si  12.1123  2.1699  8.5644
Si  12.1648  7.22  9.8897
Si  12.0228  10.3567  8.6378
Si  12.0031  13.7963  8.8096
Si  2.3753  2.5572  9.8832
Si  4.1468  6.0878  8.6246
Si  2.3042  10.8242  10.0125
Si  2.3724  13.356  10.0542
Si  6.292  2.6433  9.9749
Si  6.0691  5.7811  9.9995
Si  6.2728  11.0158  9.9655
Si  8.2716  13.8457  8.6687
Si  10.2213  2.9448  9.6915
Si  10.0481  5.9341  10.1394
Si  10.1099  10.6746  9.9874
Si  10.0884  13.0762  10.0495
Si  -3.9733  12.0818  14.7915
Si  2.7834  0.2638  12.1015
Si  9.6294  8.0288  14.4629
Si  7.7576  5.5012  13.9633
Si  -0.1307  -3.0935  20.0169
Si  10.8457  4.0762  17.0446
Si  1.2748  1.7286  17.558
Si  7.4746  -0.3185  14.7755
Si  0.273  4.2895  14.267
Si  10.9831  9.8944  12.1664
Si  4.1568  -3.7689  19.1804
Si  7.9366  4.9415  16.9517
Si  9.7578  4.5488  11.9961
Si  5.6345  7.2021  12.8255
Si  5.8698  10.1375  13.004
Si  10.5302  -0.5232  14.9656
Si  6.5171  3.3409  18.9334
Si  2.255  9.0035  16.2209
Si  1.492  9.0622  11.42
Si  7.4116  7.6023  18.35
Si  6.5183  16.3575  17.4448
Si  10.3028  -2.7985  13.1207
Si  5.9835  0.2239  12.0494
Si  5.1578  9.233  17.5931
Si  4.1688  2.4914  22.9525
Si  1.2687  1.503  14.5011
Si  0.011  -1.1857  17.7068
Si  4.623  5.5624  22.2692
Si  0.4512  6.5574  16.0314
Si  2.3013  -3.8221  21.6336
Si  7.8152  9.7384  16.4926
Si  5.4188  -0.8473  19.4245
Si  9.7625  -4.3147  22.3339
Si  4.1316  1.7032  18.596
Si  1.2806  9.7128  25.0574
Si  5.9657  0.1458  22.2598
Si  3.157  8.8405  13.1532
Si  1.3929  11.6105  17.6561
O  11.8287  3.8174  -2.0555
O  2.6015  3.6271  -1.1522
O  0.9869  8.0531  0.2309
O  3.2773  8.1751  -1.1977
O  0.7205  12.4094  0.2764
O  5.4636  0.3949  -0.3196
O  3.0175  -0.4578  -1.0932
O  4.9249  6.2602  -0.6845
O  5.973  8.7309  -0.5721
O  -1.1077  11.8152  -1.5354
O  9.6862  0.3255  0.9655
O  6.6326  4.8834  0.7887
O  12.2202  4.3858  0.514
O  7.6487  8.5873  -2.6193
O  9.2814  11.2948  0.7548
O  5.2151  3.6105  -1.0387
O  8.437  3.5627  2.1783
O  8.5171  6.309  1.9608
O  0.3807  11.2603  18.9039
O  13.1736  6.0437  -1.396
O  0.9907  8.4189  -2.4225
O  9.7661  9.2095  -1.0509
O  6.1828  9.556  16.353
O  3.6926  12.502  -1.9484
O  3.5992  -4.0267  20.6833
O  6.1542  -0.6623  20.8622
O  10.4632  -0.8372  16.5793
O  9.1479  4.8481  -0.0566
O  5.4793  10.4632  -2.3888
O  10.4173  1.6631  -1.1726
O  4.6983  1.1916  22.1151
O  7.1544  5.2622  -1.8034
O  0.6523  0.6295  0.4668
O  10.1631  8.6174  -3.58
O  3.6807  8.9796  16.995
O  7.8146  10.8252  -1.3202
O  -0.7889  14.3864  -0.963
O  2.3523  1.5317  11.1664
O  2.1749  4.1484  10.3734
O  1.3972  10.3509  16.6122
O  0.087  2.8588  17.7676
O  1.1164  5.5704  14.8739
O  6.4256  1.577  11.2383
O  11.0963  -1.8217  14.1585
O  5.9784  6.8462  11.2714
O  6.4337  10.5118  11.5373
O  9.2876  4.2011  17.5438
O  6.4402  14.3109  11.2949
O  6.6238  0.2522  13.5359
O  10.0731  -1.9994  11.6986
O  10.5568  4.5406  9.2839
O  -5.1579  11.2156  14.0791
O  7.2592  16.1406  16.0391
O  2.425  8.976  14.6021
O  6.4763  14.9236  18.2208
O  8.8757  -3.2826  13.753
O  8.1621  9.0478  17.972
O  7.943  6.5622  17.1969
O  10.837  3.7711  15.435
O  4.0131  7.4237  13.0273
O  4.9815  1.4532  17.1954
O  4.385  0.2218  12.2194
O  -0.7551  7.436  15.3672
O  6.1651  4.2052  10.5861
O  -0.0511  5.5571  17.2401
O  9.0454  -0.2248  14.3963
O  9.9782  3.033  11.3517
O  8.3176  4.5241  12.7843
O  8.6997  9.0088  15.3518
O  5.1089  10.4691  18.6718
O  11.2345  11.3364  12.9447
O  1.5029  7.6217  16.6514
O  1.1717  -2.782  20.9986
O  -0.2  0.8022  14.6376
O  1.8311  1.6799  16.0203
O  2.5811  2.1508  18.446
O  2.1975  0.531  13.6018
O  1.1777  3.001  13.8299
O  -4.5167  13.5911  15.1314
O  8.7368  6.8001  13.9116
O  11.0417  -1.7479  19.1527
O  10.1872  8.8467  13.1599
O  7.2819  1.9666  18.4422
O  4.9711  -2.377  19.2148
O  8.0635  11.3468  16.2139
O  6.3557  8.5987  13.3032
O  2.2714  -1.1701  11.4765
O  7.7339  6.8748  19.7827
O  7.8514  4.6812  15.3577
O  8.2099  -4.8616  22.3699
O  -1.403  -3.6539  20.8804
O  0.9171  13.0647  17.0455
O  -0.5849  4.8437  13.015
O  5.7895  7.8997  18.318
O  0.7918  0.2255  17.9944
O  6.1527  12.8886  -2.8397
O  11.8949  6.8292  -4.4295
O  4.2215  10.1141  13.0199
O  6.5802  4.3615  17.6516
O  4.1864  0.2459  19.3677
O  7.4564  -0.7304  -1.4481
O  4.9724  2.9252  19.3488
O  6.2117  5.9883  13.7545
O  2.9224  -3.6245  18.1438
O  4.8013  3.9557  22.5566

Results
free energy: -144916.291 eV
free energy less fixed offsets of O -569.03, Si -635.61 eV per atom: 3.599 eV
pressure: -1.17 GPa
stress xx, yy, zz, yz, xz, xy (GPa, positive in tension): 0.88, 2.17, 0.45, 0.02, 0, 0.33

Forces (eV/angstrom), in the order of the atoms: element, x, y, z
Si  0.0314  0.0605  -0.1126
Si  0.0699  0.2095  -0.0674
Si  -0.0106  0.0508  -0.0127
Si  -0.0294  -0.0097  -0.1423
Si  0.0088  0.1127  -0.6924
Si  -0.0831  -0.0926  -0.0868
Si  0.0317  0.092  0.3284
Si  0.069  0.0795  -0.2912
Si  0.2408  0.2018  -0.2344
Si  0.0241  0.1517  -0.2894
Si  -0.1354  -0.2658  -0.3022
Si  0.4384  -0.1084  -0.4596
Si  0.0454  -0.0231  -0.4213
Si  0.0813  0.11  -0.0676
Si  0.1714  0.0472  -0.3269
Si  0.1571  -0.1631  0.1306
Si  0.3481  -0.0455  -0.0593
Si  0.1482  0.1469  -0.2655
Si  -0.1571  0.0042  -0.0488
Si  -0.1151  -0.2783  -0.3278
Si  -0.2942  -0.013  0.3718
Si  -0.3303  -0.1312  -0.2776
Si  -0.1012  -0.0775  -0.3726
Si  -0.3255  0.2633  -0.4954
Si  -0.0765  -0.1023  0.0731
Si  -0.1698  0.0177  -0.058
Si  -0.053  -0.0512  -0.119
Si  -0.139  0.046  0.2017
Si  0.0651  0.5384  -0.0722
Si  -0.0098  -0.1539  -0.1819
Si  0.0199  -0.1333  0.3064
Si  -0.0936  -0.1613  0.2773
Si  -0.0269  0.0581  0.077
Si  0.0241  0.1514  -0.0123
Si  0.0626  -0.0829  0.0983
Si  -0.0814  0.0873  0.058
Si  0.0624  0.01  -0.0196
Si  0.1885  -0.0977  0.0932
Si  0.0791  -0.0924  0.1706
Si  0.2588  0.0235  0.1133
Si  -0.1354  0.0332  0.0481
Si  -0.0402  0.0485  0.019
Si  -0.1398  0.0301  -0.055
Si  -0.1007  -0.0303  0.1139
Si  0.2912  -0.0103  0.2134
Si  0.083  -0.086  0.0133
Si  0.1029  0.129  -0.1047
Si  0.005  -0.1102  0.0019
Si  -0.0754  -0.0523  -0.1468
Si  -0.0842  -0.02  0.0098
Si  0.0287  0.0334  -0.2159
Si  -0.1072  0.0495  0.0843
Si  0.1416  -0.1279  -0.1252
Si  0.1642  0.0006  0.0556
Si  0.0009  0.1388  -0.0174
Si  -0.001  0.0667  0.0337
Si  -0.1549  -0.0757  -0.1423
Si  -0.0174  -0.0622  0.1409
Si  -0.1267  0.0066  0.2302
Si  -0.0221  0.1789  0.1332
Si  0.0069  0.0215  -0.0561
Si  0.0195  0.0618  -0.3402
Si  0.0919  0.0428  -0.09
Si  0.1494  0.0132  -0.2541
Si  -0.07  0.0362  0.0797
Si  -0.1309  -0.0514  -0.2007
Si  0.1031  -0.0883  -0.0454
Si  -0.0056  -0.0343  -0.0978
Si  0.1517  0.0854  0.1216
Si  -0.1055  0.1735  -0.2148
Si  -0.0322  -0.092  -0.003
Si  -0.1391  -0.2372  -0.1188
Si  0.0501  0.0523  0.3538
Si  -0.0096  -0.5832  0.5589
Si  -0.0776  0.0187  0.1075
Si  0.0445  -0.0819  0.134
Si  -0.0584  0.1268  0.0851
Si  -0.1665  -0.0617  -0.0913
Si  0.0127  0.1488  -0.1482
Si  0.0304  0.5895  0.2629
Si  -0.1425  0.0842  0.0132
Si  0.0631  0.2203  -0.0492
Si  0.085  0.2445  -0.1349
Si  -0.119  0.042  -0.104
Si  0.0916  0.0337  0.1165
Si  0.0693  -0.0715  0.102
Si  -0.0589  -0.0981  -0.0923
Si  -0.0911  0.3355  0.4342
Si  0.0488  -0.042  0.1329
Si  -0.1476  -0.0508  0.3503
Si  0.0051  -0.5702  0.1838
Si  0.045  -0.0139  -0.1751
Si  -0.1358  -0.1993  0.1671
Si  0.148  0.0701  -0.4326
Si  0.0473  -0.3194  0.2101
Si  -0.0221  0.1224  0.3923
Si  0.0641  0.2837  0.2414
Si  -0.0269  0.065  -0.0799
Si  0.023  -0.0019  0.001
Si  0.1416  0.0376  0.1586
Si  0.1124  -0.0315  -0.0111
Si  -0.0144  -0.0463  -0.0443
Si  -0.0223  -0.061  -0.0931
Si  0.2114  -0.1563  0.0944
Si  -0.0116  -0.1353  0.0928
Si  0.1378  0.1313  -0.3027
Si  -0.0114  0.0303  -0.0748
Si  -0.0771  0.0878  0.0387
Si  0.1826  -0.1757  0.7109
Si  -0.1175  -0.034  0.1727
Si  -0.0964  0.0151  0.0913
Si  -0.1569  0.1177  0.083
Si  0.0516  0.0967  0.0801
Si  0.0197  0.0564  0.0054
Si  -0.1269  -0.1299  0.1972
Si  0.0603  -0.1384  0.1478
Si  0.2362  -0.1448  -0.066
Si  -0.0139  0.2107  0.0572
Si  0.1494  0.0511  -0.0428
Si  -0.0052  0.1053  0.0907
Si  0.0052  0.0504  -0.2386
Si  -0.361  0.0655  0.1274
Si  -0.153  0.0079  -0.0186
Si  0.1018  -0.2427  -0.1895
Si  0.0057  -0.0349  -0.0387
Si  -0.2684  -0.117  -0.2037
Si  -0.0156  0.1963  0.0869
Si  0.1374  -0.0127  0.1661
Si  0.1001  0.1779  -0.0297
Si  -0.0177  0.0223  0.1061
Si  -0.1238  0.1704  -0.0002
Si  -0.1189  0.1375  -0.264
Si  -0.1657  -0.0479  -0.2927
Si  0.0629  0.0224  0.0121
O  0.1145  0.1254  0.1293
O  -0.0086  -0.0266  0.0179
O  0.1066  0.0748  0.3188
O  0.0113  -0.0351  0.0169
O  0.2435  -0.1502  0.4068
O  0.4033  -0.2495  -0.0523
O  0.0874  0.0394  -0.0966
O  0.1051  0.0077  0.0594
O  -0.1359  -0.0688  0.1085
O  0.0231  -0.0289  0.1055
O  -0.2672  -0.0348  0.1688
O  -0.0438  -0.0168  0.148
O  0.2928  0.0142  0.2913
O  -0.0703  0.1732  0.1771
O  -0.4307  0.2358  0.4443
O  -0.1214  -0.0507  0.1244
O  -0.056  -0.3214  0.316
O  -0.1239  -0.0217  0.2131
O  -0.0291  0.0226  0.0044
O  0.006  0.0055  0.0172
O  0.0057  -0.0146  0.0578
O  -0.0395  0.1592  0.1089
O  -0.0103  -0.0725  -0.0331
O  0.1449  -0.086  0.1678
O  -0.0072  0.0143  0.0488
O  -0.0437  0.0264  0.0168
O  0.1251  -0.0514  0.0491
O  0.0074  -0.1104  0.2432
O  0.0592  0.0177  0.0869
O  0.0048  -0.2246  0.1741
O  0.0281  -0.0286  0.1413
O  -0.1701  -0.0021  0.1587
O  -0.0785  -0.0774  0.1904
O  0.0627  0.0188  0.0757
O  -0.0281  -0.0373  -0.0269
O  0.1461  0.1206  0.1233
O  -0.0351  0.039  0.0942
O  0.014  -0.0725  0.0891
O  -0.0197  0.2135  -0.4703
O  0.0001  -0.0512  -0.0091
O  0.0148  -0.0048  0.0401
O  -0.0996  0.0026  0.07
O  -0.012  -0.0098  -0.0996
O  0.0344  -0.0548  -0.0784
O  0.0806  -0.0763  -0.0563
O  0.0118  0.2114  -0.1623
O  0.0585  0.0295  -0.0246
O  -0.0086  -0.2803  -0.2098
O  -0.1118  0.047  -0.2763
O  -0.0066  -0.1512  -0.2378
O  0.006  0.373  -0.0198
O  -0.0782  -0.1078  -0.1437
O  -0.0413  0.0922  -0.0332
O  0.0171  0.0067  0.0808
O  -0.0655  0.08  -0.0022
O  -0.0194  -0.0014  -0.0423
O  -0.0491  -0.0767  -0.0664
O  -0.0097  -0.0285  -0.0238
O  0.0391  0.0375  -0.0364
O  0.1783  0.0368  0.0248
O  -0.0784  0.0009  0.0681
O  -0.0776  -0.0516  -0.0154
O  -0.0314  -0.0299  0.0084
O  0.1439  0.1465  -0.3711
O  -0.0153  0.0269  -0.0303
O  -0.033  -0.0167  -0.0371
O  0.0303  0.0914  -0.3895
O  -0.0542  -0.0339  -0.0973
O  0.0026  -0.0355  -0.0147
O  -0.0428  0.0027  0.0492
O  -0.0265  -0.0967  -0.0225
O  0.0179  0.0329  0.0467
O  0.0524  0.0134  0.0062
O  0.1816  0.0705  -0.0517
O  0.0132  0.0252  -0.0385
O  0.0221  0.0119  0.0163
O  0.1196  -0.1166  -0.2565
O  0.0259  -0.0251  0.0208
O  0.0225  -0.0649  -0.0811
O  -0.0374  -0.0219  -0.0303
O  0.0739  -0.0408  0.0019
O  0.0219  0.021  -0.0519
O  -0.0853  0.0082  -0.0039
O  -0.0242  -0.0826  -0.0187
O  -0.0284  -0.0878  -0.0972
O  0.0608  -0.0043  -0.1298
O  0.0521  -0.2424  -0.3605
O  0.0085  0.0338  -0.0333
O  -0.0083  0.0495  -0.1503
O  -0.0031  -0.021  0.0854
O  -0.0571  -0.0778  0.0653
O  0.0554  -0.0273  0.0441
O  -0.1591  0.0123  -0.2047
O  0.0195  0.0321  -0.0319
O  0.0334  0.029  0.0307
O  -0.0657  0.0013  0.1642
O  -0.027  -0.042  -0.0411
O  0.0054  -0.1048  0.0036
O  0.0278  -0.0315  -0.0607
O  -0.0413  0.0886  -0.0911
O  -0.0709  -0.0041  0.5794
O  -0.0078  -0.0927  -0.0611
O  -0.0053  -0.0322  -0.1051
O  -0.049  -0.0116  -0.047
O  -0.0297  0.021  0.1257

The program warned: the cutoff lies below the one the program advises for these potential files.
